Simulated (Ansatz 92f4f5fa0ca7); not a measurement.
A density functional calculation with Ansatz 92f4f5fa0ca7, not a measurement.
Periodic cell of 256 atoms, Si144O112, from a study of silicon, its oxide and their interface. The atomic structure is a simulated model.
Doubt: the cutoff is far below the 930 eV that the study's wrapper takes by default for these files, so forces and energies are approximate.
This geometry differs little from another in the collection (a relaxation step or a small displacement).

Settings
functional: PBE
potential files: Ansatz PAW
basis: plane waves
wave-function cutoff: 580 eV
density cutoff ratio: 5
exchange-correlation grid ratio: 1
k mesh: 1 x 1 x 1, Gamma-centred
self-consistency stop: 5e-08 eV per atom in the density residual
occupations: fixed
spin: none
net charge: 0

Cell vectors (angstrom)
a, 10.938, 0, 0
b, 0, 10.938, 0
c, -0.3025, 0.4303, 36.7924

Atoms and the computed forces on them: element, x, y, z (angstrom), force x, y, z (eV/angstrom)
Si, 1.2967, -1.1711, 29.1938, -0.0219, 0.0262, 0.031
Si, 3.9847, 1.5726, 29.3513, -0.0323, 0.0441, 0.0158
Si, 0.9006, 4.746, 29.3552, 0.0045, -0.0101, 0.0106
Si, 3.6842, -3.2626, 29.3307, -0.0118, -0.0666, 0.0387
Si, -4.7491, -0.6646, 29.4932, 0.0878, -0.0066, 0.0642
Si, -1.8462, 1.9013, 29.3685, 0.0018, -0.0124, 0.0339
Si, 6.8471, 4.1568, 29.2677, -0.0063, 0.0115, 0.0329
Si, -1.3726, -3.9763, 29.2839, -0.0079, -0.003, 0.0525
Si, 2.3871, 0.4102, 30.6128, -0.0296, 0.0047, -0.0074
Si, 5.1865, 3.1501, 30.6273, -0.0213, 0.0236, 0.0065
Si, 2.523, -4.986, 30.556, 0.0233, 0.0088, 0.005
Si, 5.0983, -2.2108, 30.8514, -0.0067, 0.008, 0.005
Si, -3.0375, 0.4029, 30.6954, -0.0026, -0.0264, -0.0116
Si, -0.2835, 3.1556, 30.6407, 0.0131, -0.0097, -0.0024
Si, 7.8974, 5.8637, 30.5593, -0.0018, 0.0225, -0.0022
Si, -0.2664, -2.3308, 30.569, -0.02, 0.0181, 0.0047
Si, 1.0617, 1.7938, 31.998, 0.009, -0.0013, 0.0141
Si, 3.8181, 4.5455, 31.9708, 0.0032, -0.0056, 0.0022
Si, 1.1029, -3.6767, 31.9813, 0.0026, -0.0102, 0.0057
Si, 3.7144, -0.8635, 32.1017, 0.0135, -0.0216, 0.0084
Si, 6.5322, 1.7917, 32.0347, 0.0088, -0.0056, 0.0234
Si, 9.2592, 4.5275, 32.0012, -0.0022, 0.002, 0.0115
Si, 6.5444, 7.2496, 31.9905, 0.0055, -0.0065, 0.0016
Si, -1.6393, -0.9794, 31.9871, 0.0017, 0.0017, -0.0013
Si, -0.3025, 0.4303, 33.3742, 0.0044, -0.1167, -0.1142
Si, 2.432, 3.1648, 33.3742, 0.1166, 0.052, -0.258
Si, -0.3025, 5.8993, 33.3742, 0.099, 0.0237, -0.1935
Si, 2.432, -2.3042, 33.3742, -0.3337, -0.0674, 0.4182
Si, 5.1665, 0.4303, 33.3742, -0.0931, 0.2756, 0.4587
Si, 7.901, 3.1648, 33.3742, -0.0135, 0.0448, 0.1376
Si, 5.1665, 5.8993, 33.3742, 0.0927, -0.0566, -0.0881
Si, 7.901, -2.3042, 33.3742, 0.1421, -0.2065, -0.1293
Si, 1.3673, -1.3673, 3.418, -0.023, -0.0341, 0.157
Si, 4.1018, 1.3673, 3.418, 0.0199, 0.028, 0.1105
Si, 1.3673, 4.1018, 3.418, -0.0065, 0.1515, -0.2884
Si, 4.1018, -4.1018, 3.418, -0.0022, -0.1515, -0.2455
Si, 6.8362, -1.3673, 3.418, -0.0029, -0.0098, -0.3863
Si, -1.3673, 1.3673, 3.418, -0.0247, 0.0251, -0.3233
Si, 6.8362, 4.1018, 3.418, -0.0214, 0.0169, 0.2335
Si, -1.3673, 6.8362, 3.418, 0.021, -0.0138, 0.2115
Si, 2.736, 0.0014, 4.7944, 0.0018, -0.002, 0.0055
Si, 5.459, 2.7384, 4.8131, -0.0026, 0.003, 0.0071
Si, 2.7228, 5.4759, 4.7745, 0.0028, -0.0074, -0.0132
Si, 5.49, -2.7567, 4.7359, -0.0067, 0.0073, -0.0134
Si, -2.7312, -0.008, 4.7431, -0.0023, 0.001, -0.013
Si, -0.023, 2.7654, 4.7386, 0.0107, -0.0064, -0.0132
Si, 8.2039, 5.4714, 4.8166, 0.0014, 0.0016, -0.0014
Si, 0.0061, -2.7408, 4.8168, 0.002, -0.004, 0.0051
Si, 1.3239, 1.4069, 6.0884, 0.0056, -0.0178, 0.0057
Si, 4.0576, 4.1116, 6.1738, 0.0184, -0.0073, 0.0055
Si, 1.3885, -4.1064, 6.1984, -0.0243, 0.0187, -0.0069
Si, 4.1342, -1.4155, 6.0927, -0.0103, 0.0249, -0.0042
Si, -4.0705, 1.3465, 6.1267, -0.0233, 0.0038, -0.0029
Si, -1.341, 4.1101, 6.1744, -0.02, 0.0249, -0.0033
Si, 6.8284, -4.0802, 6.1665, 0.0151, -0.0279, 0.0059
Si, -1.3999, -1.3653, 6.1422, 0.0221, -0.0066, 0.0059
Si, -0.2697, 0.2774, 7.386, 0.0245, -0.0339, -0.0801
Si, 2.4244, 2.9611, 7.4626, 0.0337, -0.0168, -0.0362
Si, 0.2428, -5.6946, 7.533, -0.0151, 0.0207, -0.0139
Si, 3.0074, -2.9437, 7.4862, -0.0268, 0.0167, -0.019
Si, 5.7511, -0.3111, 7.3735, -0.024, 0.0392, -0.0685
Si, -2.4884, 2.4954, 7.446, -0.021, 0.0141, -0.0105
Si, 5.2025, 5.7364, 7.4493, 0.0258, -0.0448, -0.0526
Si, -2.9478, -2.5143, 7.5187, 0.0254, -0.0178, -0.0192
Si, 1.0648, -0.937, 34.7414, -0.051, -0.1124, 0.041
Si, 3.7993, 1.7975, 34.7414, 0.1484, 0.0488, 0.047
Si, 1.0648, 4.532, 34.7414, -0.0255, 0.0176, -0.0415
Si, 3.7993, 7.2665, 34.7414, 0.002, 0.0485, -0.0353
Si, 6.5338, -0.937, 34.7414, -0.0612, 0.0031, -0.0441
Si, -1.6697, 1.7975, 34.7414, -0.0412, 0.0025, -0.0373
Si, 6.5338, 4.532, 34.7414, 0.0039, -0.0225, 0.0043
Si, -1.6697, 7.2665, 34.7414, 0.0146, 0.0305, 0.001
Si, 2.432, 0.4303, 36.1087, -0.0188, 0.0124, -0.0464
Si, 5.1665, 3.1648, 36.1087, -0.0581, 0.0121, -0.0122
Si, 2.432, 5.8993, 36.1087, 0.0215, -0.0118, -0.012
Si, 5.1665, -2.3042, 36.1087, 0.0169, -0.028, -0.0091
Si, -3.037, 0.4303, 36.1087, 0.0237, 0.0049, -0.0131
Si, -0.3025, 3.1648, 36.1087, 0.012, -0.0274, -0.0098
Si, -3.037, 5.8993, 36.1087, 0.001, -0.0279, -0.0358
Si, -0.3025, -2.3042, 36.1087, 0.0001, 0.0698, -0.0109
Si, 1.3673, 1.3673, 0.6835, 0.0259, -0.0295, 0.0218
Si, 4.1018, 4.1018, 0.6835, 0.0656, -0.0297, 0.0158
Si, 1.3673, 6.8362, 0.6835, -0.0458, 0.0271, 0.0073
Si, 4.1018, -1.3673, 0.6835, -0.0109, 0.0438, 0.013
Si, 6.8362, 1.3673, 0.6835, -0.0471, 0.0345, 0.0046
Si, -1.3673, 4.1018, 0.6835, -0.0257, 0.0322, 0.0204
Si, 6.8362, -4.1018, 0.6835, 0.0296, -0.0074, 0.0273
Si, -1.3673, -1.3673, 0.6835, 0.0024, -0.0633, 0.0212
Si, 0, 0, 2.0507, -0.0209, 0.0477, 0.0034
Si, 2.7345, 2.7345, 2.0507, -0.0129, 0.0361, 0.0127
Si, 0, 5.469, 2.0507, 0.0596, -0.0267, -0.0024
Si, 2.7345, -2.7345, 2.0507, 0.028, -0.0265, 0.0113
Si, 5.469, 0, 2.0507, 0.0407, -0.0313, 0.0081
Si, 8.2035, 2.7345, 2.0507, 0.0097, -0.0828, 0.0028
Si, 5.469, 5.469, 2.0507, -0.0819, 0.0031, -0.0013
Si, 8.2035, -2.7345, 2.0507, -0.0202, 0.0692, 0.0069
Si, 3.3098, -1.1646, 16.3202, -0.0022, 0.0007, 0.0006
Si, 2.3966, 4.191, 17.5309, 0, -0.0003, 0.0055
Si, 6.504, 3.7917, 9.5708, -0.0071, -0.0078, 0.007
Si, -2.4343, -0.1966, 15.5544, 0.0032, -0.0016, 0
Si, -1.3944, -1.5744, 24.6256, -0.0003, 0, 0.0041
Si, 2.7275, 3.4118, 27.1333, -0.0034, 0.0094, -0.005
Si, -2.0904, 1.4013, 13.2298, 0.0016, 0.0036, 0.0071
Si, 1.5278, 2.9166, 22.1888, 0.002, -0.0049, 0.0073
Si, 0.6989, 2.6912, 25.0886, 0.0096, -0.008, -0.0016
Si, 0.9648, 4.9485, 14.727, -0.0028, 0.0025, 0.0007
Si, 2.9986, 1.8459, 15.865, 0.0045, -0.0026, 0.0017
Si, 7.3669, 4.0626, 12.5652, -0.005, 0.0026, -0.0093
Si, 0.2844, 4.6136, 19.928, -0.0007, 0.0009, 0.004
Si, 1.1723, -1.4898, 9.6206, -0.0033, -0.0182, 0.0095
Si, 6.7921, -0.429, 23.4474, 0.0055, -0.0044, -0.0022
Si, 2.6537, 0.2456, 11.8208, 0.0042, -0.0014, -0.006
Si, 3.4014, -4.5153, 14.1183, 0.0001, 0.0014, 0.0017
Si, -1.2573, -4.1601, 15.4418, 0.0028, 0.0018, 0.0003
Si, 4.3301, -1.7104, 13.5721, -0.0072, 0.0044, 0.003
Si, 4.7343, -5.165, 16.741, 0.0014, 0.003, 0.0081
Si, 1.558, -1.841, 23.2278, -0.0017, 0.0022, -0.0018
Si, -2.495, -3.8045, 26.3883, -0.0043, 0.0167, 0.0055
Si, 0.9521, 2.0607, 13.6247, 0.0029, -0.0027, 0.0009
Si, 3.5008, -1.6341, 19.3705, -0.0018, -0.002, 0.0059
Si, 1.9164, -3.9493, 20.9205, -0.0002, 0.0013, 0.0069
Si, 5.5313, -4.632, 24.0906, -0.0022, -0.0087, 0.0021
Si, 4.2874, 1.4974, 9.5233, 0.0014, 0.0202, 0.0089
Si, 1.837, 0.2366, 20.878, -0.002, 0.0036, 0.0063
Si, 5.7259, -2.5342, 27.2306, 0.0121, -0.0174, -0.0038
Si, -2.9183, -4.819, 22.5706, 0.0022, -0.0005, 0.0033
Si, 6.8067, 2.5013, 24.4642, -0.002, 0.0036, -0.0027
Si, -2.3024, -4.0031, 12.5944, 0.011, -0.0056, -0.0025
Si, 4.2858, -1.9574, 24.7529, -0.0029, -0.0009, -0.001
Si, -2.673, 3.5511, 19.0467, 0.0041, 0.0023, 0.0045
Si, 7.5193, -4.7151, 17.6977, -0.0012, -0.0006, 0.0034
Si, -1.0277, -3.7804, 9.7465, 0.002, 0.0057, 0.006
Si, 7.8558, 0.6417, 18.3469, 0.0004, 0.0046, 0.0012
Si, -1.7987, 4.5004, 24.9563, 0.0087, 0.0038, -0.0074
Si, 3.87, 4.7469, 21.87, -0.0008, -0.0005, 0.0099
Si, 0.246, -1.6002, 16.4494, -0.0012, 0.0008, 0.0019
Si, 7.3731, -1.2598, 13.052, 0.001, -0.0056, 0.0056
Si, 6.4786, 3.7266, 21.4783, -0.0023, 0.0017, 0.0058
Si, -2.2936, -3.0312, 20.2181, 0.001, 0.0001, 0.0061
Si, -0.434, 0.3204, 26.9377, 0.0026, -0.0097, -0.003
Si, -0.4788, -0.8684, 19.3393, 0.0063, 0.0031, 0.0072
Si, 5.4776, 4.278, 26.4267, -0.01, 0.0113, 0.0053
Si, 4.9174, 3.8871, 14.4623, 0.004, -0.0017, -0.0085
Si, 6.3298, -0.8229, 20.4313, 0.0018, -0.0055, 0.008
O, 7.8617, -5.3863, 13.0469, -0.0003, 0.0018, 0.0022
O, -1.3253, -0.6253, 25.9573, -0.0032, -0.0092, 0.0009
O, 5.4067, 4.5415, 15.8817, 0.0027, -0.003, 0.0004
O, 6.9177, -4.011, 23.4815, -0.0009, 0.0012, 0.0072
O, 1.7643, -1.5094, 15.8511, 0.0045, 0.0023, 0.0015
O, -1.4874, -4.3302, 11.2145, -0.0108, -0.0018, 0.0125
O, 4.4407, -3.5521, 24.5419, 0.0052, 0.0015, 0.0042
O, -1.8252, -0.0694, 19.0413, -0.0017, -0.005, -0.0062
O, 2.7672, 3.851, 22.6544, -0.0029, -0.0016, -0.0007
O, 5.15, 0.4875, 28.922, -0.0317, 0.0008, -0.035
O, 4.1053, -4.0814, 7.9939, -0.0153, 0.0143, 0.035
O, 6.6188, -1.5306, 28.1608, -0.0105, -0.0189, -0.0232
O, 4.7029, -1.6456, 26.3025, -0.0119, 0.0106, -0.002
O, -2.932, 3.0433, 28.9067, 0.0053, -0.0059, -0.0172
O, 7.1656, 5.1971, 21.5523, 0.002, -0.0006, -0.0006
O, -2.264, 5.5342, 26.1352, 0.0029, -0.0087, 0.0064
O, 5.7462, -1.2157, 12.9331, -0.0012, -0.0009, -0.0028
O, 2.8886, 2.6657, 17.2745, -0.0011, 0.0033, -0.0004
O, 3.3023, 2.115, 27.9465, -0.0055, 0.0029, -0.0064
O, 6.1828, 3.4987, 13.5309, -0.0044, 0.0003, 0.0072
O, 7.4421, -1.987, 20.4211, -0.0042, 0.0019, -0.0042
O, 1.5624, 1.6198, 15.0884, -0.0007, -0.001, 0.0002
O, 0.6773, -0.5452, 27.7869, -0.015, 0.0142, -0.0156
O, 3.2069, -0.6665, 13.0417, 0.0093, -0.0083, 0.0074
O, 3.8781, 0.8166, 10.9257, -0.0093, -0.0122, 0.0102
O, 4.7846, 5.4098, 22.9994, 0.0025, 0.0013, 0.0015
O, 2.8336, -0.1791, 19.6714, -0.0018, -0.0016, -0.0014
O, 1.346, 4.097, 8.0133, -0.0055, 0.0081, 0.0292
O, 2.4699, -2.2707, 28.7644, 0.0037, 0.0265, -0.0215
O, 6.3405, 4.5747, 27.769, -0.0118, -0.0021, -0.0264
O, 2.7026, -1.6955, 24.415, -0.0016, -0.0003, 0.0044
O, 5.9154, 5.0781, 8.7726, 0.01, -0.0062, 0.0294
O, 0.2372, 1.4022, 25.9432, 0.0073, 0.0129, 0.0005
O, 6.8604, -1.3878, 7.9782, 0.0234, -0.0219, 0.0378
O, 4.9166, -1.6142, 20.1898, 0.0058, 0.002, -0.0011
O, -2.7113, 3.1486, 24.9423, -0.0077, -0.0031, 0.0092
O, 5.3717, 2.6615, 9.7702, -0.0013, -0.0029, -0.0131
O, 6.5439, 0.3109, 19.2634, 0.0003, -0.0029, 0.0028
O, 6.4752, 3.0115, 22.9449, 0.0042, -0.0033, 0.0023
O, -1.9017, 5.247, 23.5013, -0.0041, 0.0024, 0.0006
O, 7.7993, -1.3485, 14.6325, 0.0008, 0.0033, -0.0006
O, 8.1282, 0.1044, 12.4553, 0.0009, 0.001, -0.009
O, 7.6263, -0.0772, 16.908, 0.0015, 0.0039, -0.0017
O, 7.4973, 4.6553, 18.137, 0.002, -0.0002, 0.0037
O, 3.9004, -3.2601, 13.1922, 0.0025, 0.0016, -0.0048
O, 5.9354, -4.3264, 17.4689, 0.0021, -0.0013, 0.0004
O, -2.5407, 1.2523, 14.7982, -0.0011, 0.0009, 0.0018
O, 3.8832, -4.2616, 15.6711, 0.0004, -0.0008, 0.0016
O, 2.182, 3.0428, 25.652, -0.0096, -0.0031, 0
O, 1.6709, -0.7216, 10.9539, 0.0083, 0.0141, 0.011
O, -0.3039, -3.1272, 16.2741, -0.0006, 0.0013, -0.0008
O, 4.9196, 3.8593, 20.9664, 0.0015, 0.0018, 0.0005
O, 4.0317, 2.5558, 14.7968, -0.0012, 0.0016, 0.0036
O, 4.9516, 0.3096, 8.6511, -0.0164, 0.0079, 0.0358
O, 0.0961, -2.638, 10.0146, 0.0007, 0.0015, -0.0094
O, -0.4607, 1.3378, 13.2446, -0.0002, 0.0023, -0.0006
O, 6.5243, -0.0687, 21.8721, 0.003, 0.0015, 0.0058
O, -0.2368, 5.8346, 28.8675, -0.0001, -0.0019, -0.021
O, -1.9122, -3.3793, 27.8518, -0.0125, 0.0037, -0.0433
O, -0.3996, -5.0355, 8.9044, -0.0082, 0.0076, 0.0121
O, 4.375, -1.6571, 15.1953, 0.0023, -0.0002, -0.0006
O, 2.0106, -0.6686, 22.2059, -0.0016, -0.0039, 0.0023
O, 6.8626, -3.3376, 26.3687, 0.0081, -0.0006, 0.0099
O, 0.7944, 2.3019, 23.5057, 0.0027, 0.0012, -0.0082
O, 7.4187, 3.0113, 20.3544, -0.0006, 0.0018, 0.0014
O, 3.6643, 5.1865, 17.8446, -0.0025, -0.0018, -0.0011
O, 3.6877, -1.8309, 17.7638, 0.0004, 0.001, -0.0004
O, 3.5483, 0.4311, 16.3936, -0.0002, 0.0009, 0.0012
O, -1.4392, -3.587, 13.92, -0.0028, -0.0002, 0.0019
O, -0.862, -2.2901, 20.017, -0.0023, -0.0008, -0.0019
O, -2.6814, -1.1659, 23.6752, -0.0072, 0.0057, -0.0001
O, 2.4243, -2.191, 8.8348, -0.0058, 0.0109, 0.0142
O, 0.4632, -0.3671, 8.6927, 0.0166, -0.0095, 0.0433
O, -2.6441, 2.1983, 18.1299, -0.0001, -0.0027, 0.002
O, 5.4144, -1.2253, 23.8335, 0.0028, 0.0011, 0.0015
O, 4.0654, 5.0091, 13.6186, -0.0005, 0.0001, 0.0003
O, 1.3279, 4.1995, 18.7446, 0.0021, 0.0014, -0.0028
O, -0.856, -0.5837, 15.7872, -0.0027, 0.0014, 0.0014
O, 4.7519, -3.5692, 28.0807, 0.0351, 0.0091, -0.0229
O, -2.2834, -3.1564, 8.8917, 0.0105, -0.0111, 0.0184
O, 1.5982, -3.2701, 22.3942, 0.0008, 0.0006, 0.002
O, 1.7704, -4.7317, 14.0284, 0.0003, -0.0004, 0.0034
O, 1.5164, 4.0843, 27.9824, 0.0114, -0.0063, -0.0063
O, -2.4667, 2.8546, 12.5988, 0.0042, -0.0057, 0.0008
O, 7.7981, 3.1728, 8.798, -0.0047, 0.0072, 0.0112
O, 1.9324, 1.5706, 12.4234, -0.0062, 0.0085, 0.0034
O, 0.4609, 3.7495, 21.2955, 0.0025, -0.0004, 0.0009
O, -0.5272, 5.3379, 15.2334, 0.0044, -0.0012, 0.0017
O, 0.3063, 0.094, 20.3708, 0.0012, 0.0003, -0.0041
O, 1.7724, 4.6006, 16.0877, -0.0021, 0.0013, 0.001
O, 0.6011, -4.7471, 20.3088, 0.0016, 0, -0.0024
O, 0.0453, -1.5898, 23.8245, 0.0037, -0.0011, 0.004
O, 5.7156, 2.8443, 25.6523, 0.0079, -0.0092, 0.0003
O, -2.0626, -3.8455, 21.6093, -0.0025, -0.0021, 0.0008
O, -0.2786, 3.9918, 25.2476, -0.0083, 0.0034, 0.0095
O, 2.1691, 1.7639, 21.2549, -0.0033, 0.0049, 0.0025
O, 6.8888, 0.8922, 24.3853, -0.0002, -0.0008, 0.0055
O, -1.2259, 4.2399, 19.4189, 0.0008, 0.0009, -0.0007
O, -1.6679, -3.08, 25.1868, 0.005, 0.005, 0.0052
O, 0.8447, 3.6976, 13.6796, 0.0016, -0.0039, -0.0015
O, 3.1148, 5.882, 21.001, 0.0006, -0.0001, 0.0007
O, -2.6261, -4.4218, 16.2932, 0.0006, -0.0004, 0.0024
O, 2.4829, -2.7988, 19.9098, 0.0008, -0.0002, -0.0002
O, -1.3753, 1.3758, 7.9519, -0.0222, 0.0198, 0.0385
O, 6.9267, 4.3127, 11.0316, 0.0068, 0.0027, 0.0109
O, 3.9304, 4.4714, 26.8866, 0.0184, -0.0041, 0.0097
O, 5.9335, 5.3533, 25.3214, -0.0072, 0.0091, -0.003
O, 0.405, -1.1828, 18.016, -0.0015, -0.0032, 0.0019
O, -2.6828, -3.8929, 18.8927, 0.002, 0.0046, 0.0065
O, 7.7675, -2.6481, 12.2757, -0.0037, 0.0061, -0.002
O, 2.9879, 2.151, 8.7835, 0.0092, -0.0139, 0.0219
O, -1.3609, 1.1162, 28.0103, 0.0048, -0.0094, -0.0159

Results
free energy: -155247.710 eV
free energy less fixed offsets of O -568.88, Si -635.61 eV per atom: -5.310 eV

The program warned: the cutoff lies below the one the program advises for these potential files; the forces do not sum to zero within the program's tolerance; the exchange-correlation potential is rough where the density is thin.
